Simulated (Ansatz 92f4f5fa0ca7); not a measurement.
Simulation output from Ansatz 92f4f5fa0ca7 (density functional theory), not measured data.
Periodic cell of 223 atoms, Si133O90, from a study of silicon, its oxide and their interface. The atomic structure is a simulated model.
Doubt: the cutoff is far below the 930 eV that the study's wrapper takes by default for these files, so forces and energies are approximate.

Settings
functional: PBE
potential files: Ansatz PAW
basis: plane waves
wave-function cutoff: 580 eV
density cutoff ratio: 5
exchange-correlation grid ratio: 1
k mesh: 1 x 1 x 1, Gamma-centred
self-consistency stop: 5e-08 eV per atom in the density residual
occupations: fixed
spin: none
net charge: 0

Cell vectors (angstrom)
a  10.938  0  0
b  0  10.938  0
c  0  0  32.2506

Atoms: element, x, y, z (angstrom)
Si  -0.5707  0.3171  24.6897
Si  5.6384  0.0086  24.6434
Si  2.7543  2.6805  24.7821
Si  8.2568  2.6476  24.7194
Si  -0.032  5.6057  24.5317
Si  5.0911  5.7396  24.9272
Si  2.8716  7.9686  24.8296
Si  7.7939  8.543  24.6755
Si  1.1386  1.4538  26.0109
Si  6.7631  1.475  26.122
Si  4.0556  4.0478  26.2032
Si  9.5854  4.1597  25.9773
Si  1.2978  6.8238  26.1061
Si  6.7522  6.915  26.1231
Si  4.0241  9.6872  26.0128
Si  9.4546  9.5899  26.0714
Si  2.6162  0.0769  27.3896
Si  8.1447  0.0441  27.4557
Si  -0.0744  2.8078  27.4726
Si  5.449  2.7675  27.528
Si  2.6722  5.4653  27.4765
Si  8.1982  5.5035  27.4069
Si  -0.0464  8.2351  27.4367
Si  5.3932  8.2923  27.4701
Si  4.1018  1.3673  28.8323
Si  9.5708  1.3673  28.8323
Si  1.3673  4.1018  28.8323
Si  6.8362  4.1018  28.8323
Si  4.1018  6.8362  28.8323
Si  9.5708  6.8362  28.8323
Si  1.3673  9.5708  28.8323
Si  6.8362  9.5708  28.8323
Si  0  0  30.1996
Si  5.469  0  30.1996
Si  2.7345  2.7345  30.1996
Si  8.2035  2.7345  30.1996
Si  0  5.469  30.1996
Si  5.469  5.469  30.1996
Si  2.7345  8.2035  30.1996
Si  8.2035  8.2035  30.1996
Si  1.3673  1.3673  31.5668
Si  6.8362  1.3673  31.5668
Si  4.1018  4.1018  31.5668
Si  9.5708  4.1018  31.5668
Si  1.3673  6.8362  31.5668
Si  6.8362  6.8362  31.5668
Si  4.1018  9.5708  31.5668
Si  9.5708  9.5708  31.5668
Si  2.7345  0  0.6835
Si  8.2035  0  0.6835
Si  0  2.7345  0.6835
Si  5.469  2.7345  0.6835
Si  2.7345  5.469  0.6835
Si  8.2035  5.469  0.6835
Si  0  8.2035  0.6835
Si  5.469  8.2035  0.6835
Si  4.1018  1.3673  2.0507
Si  9.5708  1.3673  2.0507
Si  1.3673  4.1018  2.0507
Si  6.8362  4.1018  2.0507
Si  4.1018  6.8362  2.0507
Si  9.5708  6.8362  2.0507
Si  1.3673  9.5708  2.0507
Si  6.8362  9.5708  2.0507
Si  0  0  3.418
Si  5.469  0  3.418
Si  2.7345  2.7345  3.418
Si  8.2035  2.7345  3.418
Si  0  5.469  3.418
Si  5.469  5.469  3.418
Si  2.7345  8.2035  3.418
Si  8.2035  8.2035  3.418
Si  1.4715  1.27  4.848
Si  6.908  1.3444  4.7679
Si  4.1229  4.0506  4.7864
Si  9.693  3.9585  4.7419
Si  1.4122  6.8386  4.8384
Si  6.9296  6.8222  4.7764
Si  4.116  9.5282  4.8468
Si  9.5557  9.5631  4.8033
Si  2.75  -0.1373  6.3704
Si  8.3034  0.0853  6.2166
Si  0.1568  2.6394  6.2202
Si  5.4956  2.6358  6.0903
Si  2.8485  5.4303  6.2031
Si  8.3311  5.3236  5.9799
Si  -0.0466  8.1865  6.1815
Si  5.6482  8.2531  6.1702
Si  4.4081  1.1279  7.546
Si  9.9684  1.1171  7.68
Si  1.3031  4.2158  7.5924
Si  6.8079  4.1569  7.3053
Si  4.6588  6.512  7.3442
Si  9.8687  6.3913  7.3701
Si  1.0386  9.5997  7.7267
Si  6.7336  9.9306  7.561
O  5.8327  5.4104  7.7518
O  0.0114  -0.1213  8.2736
O  0.7377  5.2823  23.0836
O  5.3964  11.518  23.0632
O  0.8814  9.3827  21.2494
O  7.5519  3.1985  23.3225
O  7.5894  -1.4186  8.9329
O  0.2091  5.4365  7.93
O  9.0177  6.7001  8.7799
O  1.3803  8.5322  8.9755
O  9.4562  1.9264  9.0399
O  4.294  7.0347  8.8705
O  1.8287  3.5096  9.0315
O  5.5354  0.0264  8.107
O  7.4348  3.589  8.7221
O  8.4648  8.9845  11.4757
O  9.6681  6.5366  23.9405
O  2.7395  3.7624  23.5288
O  9.3259  1.5047  24.1684
O  5.6523  5.0208  23.5758
O  10.5848  -0.5247  23.2762
O  7.9453  8.1223  23.071
O  3.2966  -0.7133  22.1945
O  2.0191  8.3416  23.4493
Si  -1.1771  6.9417  15.0321
Si  -2.2926  -9.3039  14.7235
Si  9.0875  3.7603  18.9698
Si  0.2919  12.6187  18.4167
Si  3.9456  6.041  10.1124
Si  2.563  6.573  20.3371
Si  1.9689  -4.4006  15.1865
Si  12.9164  4.5332  22.3306
Si  3.8307  0.7466  22.6114
Si  3.232  3.1  9.7993
Si  6.7585  4.4142  22.5734
Si  8.9596  -3.0931  17.7274
Si  -2.746  -6.4982  16.0738
Si  3.075  3.6408  15.0998
Si  4.7177  2.2162  17.5359
Si  -4.8537  3.9411  19.6488
Si  8.7877  6.8223  22.5812
Si  9.5154  6.0541  10.2066
Si  -3.8016  1.5557  11.9436
Si  0.7132  12.7937  15.3939
Si  12.2839  -3.3553  10.3171
Si  2.2905  8.9883  21.9832
Si  -2.6416  7.6311  12.4005
Si  2.873  -0.0813  14.5884
Si  -1.6799  -0.2896  19.099
Si  4.5361  10.2975  17.1433
Si  2.6315  -2.5106  12.9354
Si  -0.625  6.3775  19.9982
Si  3.6038  7.4717  17.5533
Si  8.6316  3.1576  9.7454
Si  5.4446  -3.1002  12.0024
Si  -0.1028  10.6103  21.6865
Si  1.8511  2.005  20.8275
Si  7.2913  9.6481  10.5285
Si  4.0488  2.2354  12.6721
Si  6.2879  6.0754  17.5809
Si  7.1752  0.5851  17.1571
O  -1.473  -2.8828  16.1942
O  4.0581  10.334  15.5767
O  6.6843  -6.0786  16.557
O  8.8084  -1.7364  18.5637
O  6.8084  9.8281  24.4826
O  1.7212  1.8278  19.2034
O  3.9954  3.4732  13.7548
O  -2.7261  0.5703  15.8921
O  -3.3672  3.3351  19.3481
O  -2.9039  0.66  18.5561
O  -1.5374  7.6335  13.5935
O  -1.2974  7.1993  21.2377
O  3.1688  6.5382  18.828
O  2.36  -4.631  10.3518
O  -0.8447  2.516  19.2227
O  8.4574  6.3311  11.4224
O  7.5211  7.1102  17.7228
O  7.0993  0.2484  10.9853
O  3.808  2.9503  16.3953
O  3.1834  1.2629  24.0303
O  -4.7042  12.8551  16.9792
O  -0.6633  1.6012  14.5621
O  10.7  0.1297  18.4132
O  3.0182  5.4687  21.4634
O  -5.9562  6.8174  16.9781
O  4.8926  3.0868  18.9088
O  1.3738  3.5002  21.2285
O  -7.0341  9.0311  17.9517
O  4.1515  4.4555  9.8211
O  7.8412  5.5646  22.1936
O  3.3808  1.7213  21.364
O  2.4487  7.5253  16.3983
O  6.1799  -0.7192  17.1546
O  6.7454  7.5754  12.9769
O  9.5002  -0.2857  20.7287
O  2.1128  -1.3066  13.8655
O  3.1217  2.5483  11.3465
O  5.9309  3.9114  21.2626
O  0.767  1.0412  21.5567
O  4.0184  6.8642  24.3242
O  -3.0198  12.1524  13.3333
O  -1.8113  4.2264  17.4033
O  5.6042  2.0283  12.2382
O  2.3808  7.0128  13.6863
O  0.3516  6.414  15.1678
O  -7.9101  8.0051  20.9297
O  -2.7827  3.1315  15.1295
O  -4.9422  5.4734  19.0744
O  4.8687  6.4335  11.4042
O  3.4916  0.9018  13.4394
O  3.9377  1.9257  8.9174
O  2.7947  5.1777  15.4819
O  10.0959  6.9958  18.5162
O  10.8571  6.8754  10.6269
O  0.9653  6.3441  20.2273
O  1.6829  0.5623  15.4824
O  0.3903  2.2829  16.9273
O  4.2504  -2.3334  12.7863
O  9.6391  4.9043  19.9755
O  4.065  0.7495  17.8758
O  5.9083  -2.1173  10.7909
O  1.6006  3.0346  14.7212
O  -2.1433  5.6504  15.1842
O  1.8043  -2.3861  11.5457
O  7.9595  2.7113  11.1591
O  9.6192  -6.5129  10.0676

Results
free energy: -135736.205 eV
free energy less fixed offsets of O -568.88, Si -635.61 eV per atom: -0.875 eV

Forces (eV/angstrom), in the order of the atoms: element, x, y, z
Si  0.0206  -0.0408  -0.1671
Si  0.0736  -0.1855  0.3338
Si  -0.0998  0.0469  0.0091
Si  0.0919  -0.0463  -0.1905
Si  -0.1321  0.2313  -0.0861
Si  0.0587  0.0477  -0.215
Si  0.1003  -0.1244  -0.2779
Si  -0.0765  -0.0702  0.3259
Si  0.0145  -0.0153  -0.1525
Si  0.0862  -0.0542  -0.2265
Si  -0.0419  0.2062  -0.1197
Si  -0.0118  -0.0142  -0.1189
Si  0.0427  -0.0576  -0.0968
Si  0.0231  0.0768  -0.3192
Si  0.1759  0.0383  -0.3482
Si  -0.0693  -0.1324  -0.1917
Si  0.1526  0.107  -0.0324
Si  -0.0774  -0.0448  0.1568
Si  -0.1238  -0.0189  -0.0832
Si  0.0667  0.0239  0.098
Si  0.0002  -0.0434  0.1795
Si  -0.0674  0.08  -0.0521
Si  -0.0299  0.1224  0.053
Si  -0.0304  0.0856  -0.0899
Si  -0.4653  -0.1526  -0.1486
Si  -0.2679  0.1232  -0.044
Si  -0.2544  -0.0128  0.2704
Si  0.3464  0.293  0.003
Si  -0.2391  0.1087  -0.1485
Si  -0.1325  0.0636  -0.2075
Si  -0.1566  0.1115  -0.3268
Si  -0.2022  0.2429  0.0969
Si  0.0237  -0.0238  -0.0277
Si  0.0127  -0.1407  0.0036
Si  -0.002  -0.0626  -0.0108
Si  0.0374  -0.0409  0.0308
Si  0.0393  -0.072  -0.0016
Si  0.1068  0.0326  -0.0437
Si  0.061  -0.0764  -0.0253
Si  -0.0022  -0.0503  -0.048
Si  0.0036  0.0446  -0.0059
Si  -0.058  0.109  -0.0212
Si  -0.0189  0.0267  -0.0291
Si  -0.0353  0.0273  -0.0173
Si  -0.0797  0.0618  -0.0259
Si  -0.0373  0.0528  -0.014
Si  -0.0126  0.024  -0.0166
Si  -0.0695  0.0008  -0.0237
Si  0.0271  -0.0555  0.0266
Si  0.0572  -0.0481  0.0167
Si  0.0068  -0.0142  0.0174
Si  0.0398  -0.0578  0.026
Si  0.0868  -0.0529  0.0131
Si  -0.0007  -0.0444  0.0212
Si  0.0689  -0.0731  0.0231
Si  0.0317  -0.009  0.0123
Si  -0.024  0.108  0.0203
Si  -0.0987  0.0657  -0.0226
Si  -0.0394  0.064  0.0039
Si  0.0331  0.1047  0.031
Si  -0.0145  0.0321  0.0451
Si  -0.0312  0.104  0.0405
Si  -0.0398  0.0319  0.0473
Si  -0.0903  -0.075  0.0136
Si  0.1621  -0.0944  0.389
Si  0.0091  -0.1695  0.3318
Si  0.0783  -0.3656  0.0988
Si  0.2692  -0.2005  -0.4082
Si  0.4709  -0.0711  0.2092
Si  0.1294  0.0255  0.2484
Si  0.1287  -0.058  0.2136
Si  0.1866  0.1436  -0.2809
Si  0.0632  -0.0272  -0.0627
Si  -0.0206  -0.0503  -0.0856
Si  -0.0329  0.0104  -0.1793
Si  0.1584  -0.1726  -0.0784
Si  -0.0067  -0.1472  -0.0185
Si  -0.073  -0.1017  -0.1208
Si  0.0995  0.0079  0.0118
Si  -0.0482  0.0144  -0.0262
Si  -0.0557  -0.0111  0.1232
Si  0.1498  0.0155  0.1469
Si  -0.1399  0.1081  0.1611
Si  0.0051  0.0815  0.1478
Si  0.0116  0.0625  0.1827
Si  -0.0492  0.0257  0.1262
Si  0.0532  -0.1474  0.0672
Si  0.0337  0.0901  0.0913
Si  0.0452  -0.0858  0.3626
Si  -0.0344  0.0201  0.0937
Si  0.1071  0.1269  0.1722
Si  0.0231  0.2683  0.4269
Si  0.0744  -0.0233  0.3793
Si  -0.0367  0.065  0.3832
Si  -0.1242  -0.179  0.0451
Si  -0.0283  -0.0537  0.2187
O  -0.2172  -0.0024  -0.5348
O  0.0638  0.0555  -0.458
O  -0.1032  -0.0398  0.3891
O  -0.0366  -0.0532  0.283
O  0.0066  -0.0325  0.1085
O  0.0308  -0.0297  0.1935
O  -0.0508  0.0685  -0.3524
O  -0.1352  -0.0491  -0.3775
O  0.1746  -0.0187  -0.2799
O  -0.0285  0.3221  -0.241
O  0.0521  -0.1406  -0.12
O  -0.0385  0.0689  -0.3135
O  -0.2401  0.0987  -0.3561
O  0.0235  -0.0365  -0.5174
O  -0.0344  -0.0651  -0.2456
O  0.0336  0.0132  -0.1311
O  0.0804  -0.0613  0.04
O  0.0522  -0.1988  0.3048
O  0.1182  -0.1176  0.4076
O  0.0624  -0.0702  -0.0354
O  -0.0897  0.0581  0.2731
O  0.0408  0.0116  0.1674
O  0.0937  0.1326  0.1342
O  0.0632  -0.0397  0.2922
Si  -0.1088  0.1156  -0.1282
Si  -0.1133  -0.0351  -0.0583
Si  0.0676  -0.0041  0.0064
Si  0.0326  -0.0879  0.0672
Si  0.0654  0.1016  0.4137
Si  -0.1113  0.0345  -0.0984
Si  0.0536  0.0939  -0.1125
Si  -0.06  0.0549  -0.3794
Si  -0.0847  0.0422  -0.2354
Si  0.0972  0.0624  -0.0413
Si  -0.0501  0.0518  0.2655
Si  0.1262  -0.0848  0.0116
Si  0.0798  0.0213  0.0635
Si  0.162  -0.0228  -0.0654
Si  -0.006  0.0508  -0.0218
Si  0.1375  0.012  -0.2543
Si  0.1761  0.0288  -0.263
Si  -0.151  0.121  0.2636
Si  -0.1591  -0.1514  0.0812
Si  -0.0401  -0.0386  0.1231
Si  0.0402  0.036  0.2249
Si  0.0104  -0.0528  -0.3443
Si  -0.1858  0.0104  0.0104
Si  0.0871  -0.0579  -0.1099
Si  0.1663  0.0654  -0.0241
Si  -0.099  -0.0681  -0.0716
Si  0.208  -0.0489  -0.0215
Si  0.0323  -0.0947  -0.087
Si  -0.0184  -0.0784  0.0863
Si  -0.1314  0.0514  0.015
Si  0.1129  0.0157  0.1483
Si  0.0909  0.1589  -0.2956
Si  -0.2367  -0.0447  -0.2317
Si  -0.1284  -0.0984  0.4746
Si  0.2075  -0.0405  0.1164
Si  0.0006  0.0355  0.0234
Si  0.0895  0.0478  -0.0407
O  -0.0142  0.013  0.0144
O  0.033  -0.0014  0.0378
O  -0.0267  -0.0148  -0.057
O  -0.0445  0.0604  0.0316
O  -0.0282  -0.0489  -0.0768
O  0.0089  -0.0093  0.1067
O  -0.0762  -0.0208  0.0009
O  -0.0246  -0.0248  0.0558
O  -0.1041  0.0333  0.0282
O  -0.0785  -0.005  0.0187
O  0.0962  -0.0077  0.0631
O  -0.1651  0.0264  0.2537
O  0.0246  0.0141  -0.04
O  -0.0193  -0.0425  -0.1063
O  -0.0658  -0.0028  -0.0265
O  0.0641  -0.0719  -0.1577
O  -0.0618  0.0141  0.0192
O  0.0342  0.0626  -0.0859
O  -0.0106  -0.0152  0.0332
O  -0.0295  0.0133  -0.0558
O  0.0378  -0.0377  -0.0072
O  0.0491  0.0016  -0.022
O  -0.0654  0.0373  0.0191
O  -0.0095  -0.085  0.1301
O  0.0068  0.0213  -0.06
O  0.0264  0.0323  0.0809
O  0.1139  0.045  0.1453
O  0.0215  0.0533  -0.0062
O  0.0392  -0.152  0.0129
O  -0.0282  0.0045  -0.0581
O  0.1844  -0.0828  0.1974
O  -0.0063  0.0125  0.0281
O  0.0063  0.0192  -0.003
O  0.0394  0.0325  -0.1085
O  -0.0166  -0.0303  0.0678
O  -0.0834  0.001  0.0245
O  -0.0863  0.0724  -0.1883
O  -0.0021  -0.0171  0.1296
O  0.0007  0.0214  0.0288
O  -0.0562  0.0002  0.48
O  0.067  -0.0024  0.0611
O  -0.0044  -0.0178  -0.0664
O  0.0142  0.0136  -0.044
O  -0.0598  -0.0405  0.0619
O  -0.0048  -0.0325  0.029
O  -0.0299  0.0664  0.2129
O  0.0078  0.0143  -0.0129
O  -0.0027  -0.0492  0.0798
O  -0.1331  -0.0922  -0.2071
O  -0.0437  0.0473  0.0179
O  -0.0135  -0.0989  -0.1793
O  -0.0252  -0.0148  0.0444
O  -0.0157  0.0462  0.0411
O  0.0655  0.0285  -0.0546
O  -0.0015  -0.0018  0.0657
O  -0.0531  0.0142  0.0176
O  0.0109  0.0413  -0.0725
O  -0.1152  0.0068  -0.0071
O  -0.0549  0.0297  0.0077
O  0.0109  -0.0036  0.0366
O  -0.0076  0.0122  -0.097
O  -0.1018  0.0092  -0.0345
O  0.0145  -0.042  -0.0212
O  -0.0314  -0.0177  -0.0556
O  0.1596  0.1415  -0.2082
O  0.026  -0.1471  -0.0065

The program warned: the cutoff lies below the one the program advises for these potential files; the forces do not sum to zero within the program's tolerance; the exchange-correlation potential is rough where the density is thin.
